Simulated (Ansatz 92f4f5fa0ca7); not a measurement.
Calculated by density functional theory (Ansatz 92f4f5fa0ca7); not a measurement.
Periodic cell of 276 atoms, Si168O108, from a study of silicon, its oxide and their interface. The atomic structure is a simulated model.
Doubt: the cutoff is far below the 930 eV that the study's wrapper takes by default for these files, so forces and energies are approximate.
This geometry differs little from another in the collection (a relaxation step or a small displacement).

Settings
functional: PBE
potential files: Ansatz PAW
basis: plane waves
wave-function cutoff: 580 eV
density cutoff ratio: 5
exchange-correlation grid ratio: 1
k mesh: 1 x 1 x 1, Gamma-centred
self-consistency stop: 5e-08 eV per atom in the density residual
occupations: fixed
spin: none
net charge: 0

Cell vectors (angstrom)
a	11.6015	0	0
b	0	13.3963	0
c	0	0	30.728

Atoms: element, x, y, z (angstrom)
Si	-0.0585	0.0619	23.9541
Si	3.9183	-0.0465	24.2467
Si	7.5727	-0.0743	24.2145
Si	1.8787	3.3999	23.6524
Si	5.656	3.2561	24.0719
Si	9.484	3.3884	23.9542
Si	0.0635	6.7348	23.8922
Si	4.0364	6.6324	23.7739
Si	7.9011	6.7377	24.3024
Si	1.8522	10.1411	24.0162
Si	5.7391	10.2049	24.1363
Si	9.5917	10.0904	23.9224
Si	-0.0672	2.3276	24.5998
Si	3.6936	2.2421	24.7964
Si	7.6391	2.2026	24.8267
Si	2.0257	5.5947	24.5814
Si	5.8846	5.545	24.7492
Si	9.8031	5.5501	24.913
Si	-0.063	8.9524	24.727
Si	3.8274	8.9057	24.6019
Si	7.6798	9.0198	24.8345
Si	1.8728	12.3367	24.8351
Si	5.7485	12.2768	25.2587
Si	9.6321	12.2977	24.7723
Si	-0.0305	2.2645	27.0526
Si	3.7682	2.2464	27.174
Si	7.6866	2.2224	27.1892
Si	1.9744	5.5777	27.0315
Si	5.828	5.5701	27.1393
Si	9.7495	5.5482	27.2523
Si	-0.0213	8.9257	27.1202
Si	3.8522	8.896	27.0508
Si	7.7267	8.9513	27.1912
Si	1.9056	12.2971	27.1942
Si	5.7795	12.267	27.5097
Si	9.6655	12.2873	27.1566
Si	1.861	1.1272	27.9676
Si	5.7311	1.1616	27.9993
Si	9.6545	1.1342	27.9355
Si	0.0842	4.4499	27.9624
Si	3.8721	4.4857	27.9449
Si	7.7573	4.4591	27.963
Si	1.9253	7.7971	27.9073
Si	5.7893	7.814	27.9379
Si	9.667	7.8118	27.9635
Si	-0.0148	11.1513	27.9564
Si	3.808	11.1051	27.9831
Si	7.771	11.1541	28.0199
Si	1.9336	1.1164	30.333
Si	5.8008	1.1164	30.333
Si	9.6679	1.1164	30.333
Si	0	4.4654	30.333
Si	3.8672	4.4654	30.333
Si	7.7343	4.4654	30.333
Si	1.9336	7.8145	30.333
Si	5.8008	7.8145	30.333
Si	9.6679	7.8145	30.333
Si	0	11.1635	30.333
Si	3.8672	11.1635	30.333
Si	7.7343	11.1635	30.333
Si	0	0	0.3944
Si	3.8672	0	0.3944
Si	7.7343	0	0.3944
Si	1.9336	3.3491	0.3944
Si	5.8008	3.3491	0.3944
Si	9.6679	3.3491	0.3944
Si	0	6.6981	0.3944
Si	3.8672	6.6981	0.3944
Si	7.7343	6.6981	0.3944
Si	1.9336	10.0472	0.3944
Si	5.8008	10.0472	0.3944
Si	9.6679	10.0472	0.3944
Si	-0.0272	-0.0063	2.769
Si	3.8593	-0.0094	2.7979
Si	7.6879	-0.0126	2.7279
Si	1.9575	3.3113	2.7655
Si	5.7418	3.3472	2.7397
Si	9.7039	3.4057	2.7564
Si	-0.0073	6.7061	2.7477
Si	3.9117	6.7453	2.7524
Si	7.7974	6.7016	2.7941
Si	1.9517	10.0489	2.787
Si	5.8277	10.0749	2.7985
Si	9.683	10.0531	2.7752
Si	-0.0042	2.2272	3.5465
Si	3.8543	2.1913	3.6836
Si	7.7304	2.2546	3.3122
Si	1.9582	5.5915	3.3821
Si	5.844	5.5745	3.4887
Si	9.7297	5.5983	3.7154
Si	0.0203	8.9243	3.5654
Si	3.9047	8.9691	3.6262
Si	7.7604	8.9415	3.6009
Si	1.9151	12.2869	3.5879
Si	5.7937	12.299	3.6714
Si	9.6081	12.3044	3.5394
Si	-0.0356	2.2113	5.9151
Si	3.8109	2.165	6.1387
Si	7.7071	2.2615	5.5884
Si	2.0494	5.6127	5.6761
Si	5.9403	5.5216	5.8223
Si	9.868	5.5701	6.2043
Si	0.0583	8.8949	5.9345
Si	3.9711	8.9783	6.0353
Si	7.7905	8.9237	5.9914
Si	1.9245	12.2619	5.9758
Si	5.8464	12.3429	6.1165
Si	9.5814	12.339	5.9041
Si	1.7436	1.0269	6.9105
Si	5.9325	1.2582	6.7809
Si	9.5218	1.2283	6.6334
Si	0.3569	4.3773	6.7421
Si	3.94	4.4956	6.5155
Si	7.8677	4.365	6.6199
Si	2.0461	7.7716	6.6439
Si	5.8922	7.6937	6.6857
Si	9.7387	7.8732	6.8607
Si	-0.0949	11.1723	6.5378
Si	3.8724	11.2455	6.8555
Si	7.7553	11.1333	6.8994
O	3.7419	4.753	8.1498
O	-0.5448	11.2699	8.1264
O	7.8233	11.044	8.5827
O	7.7919	3.9316	8.2425
O	1.0754	4.0884	8.2552
O	9.1293	1.5476	8.2481
O	9.6985	8.1854	8.5163
O	6.447	1.5995	8.3616
O	2.1839	7.5537	8.286
O	1.2587	0.9286	8.5279
O	3.7263	11.3924	8.5187
O	6.0224	7.2695	8.2907
O	9.1544	3.505	22.3084
O	9.2952	5.7001	20.5028
O	9.4461	10.1629	22.2591
O	4.3623	-0.3336	22.6545
O	11.5374	0.0623	22.2802
O	5.2771	2.9732	22.4746
O	7.0977	13.0929	22.6193
O	1.7026	10.5141	22.3974
O	11.674	6.8083	22.2126
O	1.9338	3.4329	21.9469
O	8.8849	10.0772	19.5909
O	4.288	6.4016	22.1252
Si	8.1629	2.0597	11.9786
Si	7.8287	2.3941	8.8341
Si	2.4918	4.293	9.0926
Si	6.9335	10.7998	9.9443
Si	0.3742	13.8694	18.1996
Si	7.9632	10.1968	12.8749
Si	6.4876	0.2018	16.7592
Si	3.3365	1.5933	10.6854
Si	3.6808	7.7715	11.6847
Si	11.3398	7.2424	15.2948
Si	0.9414	7.0269	20.8345
Si	5.3896	7.8046	18.2495
Si	15.1325	10.6294	12.5766
Si	5.5821	-2.106	14.7224
Si	2.5397	-1.5247	18.7208
Si	-0.3765	11.2202	9.7249
Si	8.7198	2.6478	20.9666
Si	17.4644	5.7828	15.8323
Si	12.7172	4.3795	14.9803
Si	2.2057	2.995	17.607
Si	-1.1431	11.7099	14.0175
Si	10.6109	13.6092	20.9415
Si	8.6991	5.9326	14.3964
Si	5.7339	12.3219	22.1083
Si	12.8759	9.8595	14.5599
Si	15.8263	12.1429	9.8895
Si	4.9357	0.1286	19.5189
Si	16.7794	2.759	13.0045
Si	5.0342	16.2021	16.0726
Si	13.0088	9.9161	20.918
Si	8.3406	7.3997	11.847
Si	9.5109	0.4388	16.1333
Si	5.1464	5.8953	20.8166
Si	10.6448	7.0104	18.2261
Si	6.0998	7.7478	9.8324
Si	8.1673	8.6747	19.1664
Si	1.7064	7.0388	9.7541
Si	-1.0041	8.2225	9.8867
Si	-1.6755	10.5809	20.7514
Si	10.0676	-0.1779	11.446
Si	9.9653	16.4802	14.307
Si	1.5504	4.1836	20.5196
Si	3.72	9.8861	16.6697
Si	5.5364	2.9404	20.8689
Si	8.1169	6.5004	21.2526
Si	0.8638	0.4199	10.0443
Si	3.7966	5.3343	13.639
Si	10.1553	4.6359	19.6233
O	-0.0548	0.81	19.7453
O	2.2041	3.5637	19.1511
O	11.6871	7.024	9.7852
O	6.9174	10.7976	13.9548
O	11.5282	4.2046	20.3793
O	4.3063	1.8933	11.9421
O	4.7867	7.2335	10.6278
O	4.861	4.3675	12.8219
O	7.7454	8.5783	12.8142
O	8.5407	6.7948	22.7679
O	4.2283	9.1529	12.3706
O	3.7262	2.7523	17.0518
O	9.7314	7.9442	11.2197
O	7.1341	2.7114	20.6996
O	9.2237	4.4484	14.8102
O	2.3679	9.645	15.7674
O	7.3691	7.0639	10.5869
O	8.1033	0.1548	16.8969
O	9.4031	2.7766	12.7882
O	11.4572	7.5084	16.9081
O	13.0613	3.9937	16.5393
O	5.8401	11.9997	10.031
O	4.884	1.6706	20.0765
O	1.8863	1.0269	11.1627
O	6.7602	2.3497	12.7922
O	6.1611	1.7519	16.4962
O	2.2152	5.5251	10.1255
O	5.754	13.2459	18.1513
O	4.6621	2.4261	14.521
O	9.3148	1.1611	21.204
O	10.665	13.8389	17.2637
O	3.4749	11.4486	11.1679
O	2.2957	10.7314	19.8474
O	12.1187	5.8789	14.9211
O	4.101	8.65	17.6818
O	3.4313	11.231	17.5293
O	0.9177	-1.2317	10.0885
O	11.599	16.7358	14.348
O	7.9441	2.5771	10.446
O	9.2186	7.8106	18.2567
O	12.7093	12.4098	18.1556
O	4.5409	6.0426	14.9136
O	11.5419	7.2581	19.565
O	14.1018	4.4283	14.0937
O	10.8632	12.7396	12.8031
O	9.3187	3.2516	19.5588
O	5.8238	4.2142	16.2314
O	7.8709	7.933	20.5703
O	2.0492	10.3001	13.1853
O	1.8765	8.3532	20.9388
O	-1.6663	11.909	10.4631
O	8.5585	6.0703	12.7652
O	5.6817	12.4646	20.5073
O	8.6123	0.4719	11.8425
O	10.3909	5.3714	18.1766
O	3.0344	2.9584	9.8461
O	9.4671	10.5617	13.3984
O	3.3635	13.1309	19.3371
O	5.0381	-3.2706	15.7346
O	3.9617	13.7628	9.781
O	6.7074	5.7037	21.2731
O	6.7004	8.8001	18.4399
O	12.0403	8.4551	14.4599
O	9.9783	12.18	20.537
O	7.7301	10.7867	11.3657
O	6.1555	9.3745	9.8148
O	4.9814	7.014	19.6341
O	-0.6174	0.8863	10.5844
O	7.2409	6.1696	15.0666
O	5.7815	10.7292	22.531
O	5.9275	-0.7498	15.5535
O	3.3345	6.5971	12.7435
O	4.8465	4.3427	20.3086
O	5.7929	6.6654	17.1761
O	9.6781	12.57	15.1379
O	-0.1736	9.983	20.5231
O	2.2972	8.0705	10.8687
O	-2.0432	1.8476	15.2968
O	4.4024	11.5503	13.6146
O	1.4043	1.5859	17.6266
O	11.3613	9.6522	10.1304
O	1.9651	5.7712	20.5953
O	0.1557	11.0425	14.7553
O	9.7573	7.0731	14.9129

Results
free energy: -168220.784 eV
free energy less fixed offsets of O -568.88, Si -635.61 eV per atom: 0.736 eV

Forces (eV/angstrom), in the order of the atoms: element, x, y, z
Si	-0.0008	-0.0018	0.0361
Si	-0.0083	0.0021	0.0144
Si	0.0022	-0.0114	0.0211
Si	0.0034	0.0044	0.0355
Si	-0.0056	0.0211	0.0134
Si	0.0139	0.0034	0.0247
Si	0.0107	0.0041	0.0365
Si	-0.0075	-0.0001	-0.001
Si	0.007	0.005	0.0343
Si	-0.0025	-0.0131	0.0123
Si	0.0121	-0.0013	0.0155
Si	0.0062	0.0037	0.0419
Si	-0.0044	-0.008	-0.0157
Si	-0.0041	-0.0005	-0.0135
Si	0.0094	0.0048	-0.0094
Si	-0.016	-0.0055	-0.0104
Si	-0.0198	-0.0072	-0.0086
Si	-0.0113	-0.0048	-0.0103
Si	-0.0086	-0.0111	-0.0158
Si	0.0027	-0.0035	-0.0085
Si	-0.005	-0.0019	-0.0119
Si	0.0144	0.0073	-0.0092
Si	-0.0002	0.0026	0.0168
Si	0.0012	0.0042	-0.0128
Si	0.0022	0.0099	0.0177
Si	-0.0092	0.0045	0.0041
Si	-0.0049	0.0055	0.0161
Si	0.0032	-0.0043	0.0202
Si	0.0055	0.0031	0.0063
Si	0.0175	-0.0083	0.0055
Si	0.0014	0.0006	0.0136
Si	0.0002	-0.0009	0.0202
Si	0.0049	0.0046	0.0069
Si	-0.0054	0	0.0032
Si	-0.0007	-0.0003	0.01
Si	0.0013	0.002	0.0138
Si	0.0112	-0.0074	-0.0167
Si	0.0076	-0.0101	-0.0148
Si	-0.0027	-0.0055	-0.0138
Si	-0.0137	0.001	-0.016
Si	-0.0029	-0.0064	-0.0166
Si	-0.0071	-0.0054	-0.0111
Si	-0.0012	0.0044	-0.0115
Si	-0.0001	-0.0003	-0.0137
Si	-0.0101	0.0037	-0.0181
Si	0.0001	0.0045	-0.0092
Si	0.0069	0.0068	-0.0153
Si	-0.0096	0.0015	-0.0132
Si	-0.1807	0.0971	0.0185
Si	-0.0963	0.2643	0.2186
Si	0.0783	0.0117	-0.0777
Si	0.2366	-0.0978	-0.0494
Si	-0.0117	0.0088	-0.1569
Si	0.0063	0.0065	0.0727
Si	0.0155	-0.0605	-0.2982
Si	-0.1317	-0.0242	-0.1297
Si	0.0153	0.0153	-0.0954
Si	-0.0685	-0.0632	-0.0237
Si	-0.2631	-0.2705	0.1711
Si	0.2285	-0.0411	0.3948
Si	0.0255	-0.0122	0.0671
Si	0.0748	0.0286	0.1242
Si	-0.1386	-0.1949	-0.3452
Si	0.0488	-0.153	0.089
Si	-0.2903	-0.0738	-0.1181
Si	0.1318	0.2168	-0.1058
Si	-0.1693	0.0277	-0.1673
Si	0.1363	0.157	-0.0809
Si	0.2481	0.0188	0.1484
Si	0.0812	0.0664	0.2254
Si	0.0466	0.0956	0.1805
Si	-0.0075	0.0245	0.2025
Si	0.0046	0.0045	0.0125
Si	-0.0043	0.0051	0.0115
Si	0.0106	0.0055	0.0108
Si	0.0007	0.0026	0.0113
Si	0.0137	0.0058	0.0147
Si	-0.0024	0.0001	0.0153
Si	-0.0023	-0.0023	0.0129
Si	-0.0008	-0.0057	0.0111
Si	-0.0114	0.0003	0.0085
Si	0.003	-0.0037	0.0067
Si	-0.0015	-0.003	0.0133
Si	0.0026	-0.0016	0.013
Si	0.0074	-0.0034	-0.0149
Si	-0.0091	-0.0051	-0.0217
Si	-0.0079	-0.0024	-0.0071
Si	0.0026	-0.0004	-0.0085
Si	0.0013	-0.0002	-0.0047
Si	0.0054	-0.0009	-0.0165
Si	0.0011	0.0012	-0.0128
Si	-0.0029	0.001	-0.0189
Si	0.004	-0.0018	-0.0157
Si	-0.0022	-0.0013	-0.0114
Si	0.0013	-0.003	-0.0185
Si	-0.014	0.0011	-0.0034
Si	0.0002	-0.0031	0.0164
Si	0.0082	-0.0094	0.0051
Si	0.0059	0.0009	-0.0156
Si	-0.0126	0.0009	0.0022
Si	-0.0084	-0.0024	0.0061
Si	-0.0056	-0.0029	0.0012
Si	0.0022	-0.0006	0.0101
Si	-0.0026	0.0021	0.0158
Si	-0.0101	0.0049	0.0135
Si	0.0062	0.003	0.0064
Si	-0.0021	-0.0062	0.0032
Si	0.0004	-0.0006	0.0093
Si	0.0058	0.0066	-0.0169
Si	-0.012	-0.0051	-0.0159
Si	-0.0004	-0.0108	-0.0151
Si	-0.0004	0.0167	-0.0217
Si	0.0087	0.0004	-0.0186
Si	0.0018	0.0026	-0.0055
Si	-0.0132	-0.0048	-0.0311
Si	0.0012	0.02	-0.0192
Si	0.0127	-0.0079	-0.0236
Si	-0.0052	-0.0011	-0.0013
Si	0.0072	-0.0096	-0.0325
Si	0.0039	0.0005	-0.035
O	-0.005	0.0049	0.0143
O	0.0046	0.0004	0.0256
O	-0.0007	-0.0076	0.0357
O	-0.0006	-0.0079	0.0209
O	0.0189	-0.0065	0.0193
O	0.0001	0.0001	0.0159
O	0.0048	0.0049	0.0346
O	0.0127	0.0062	0.0211
O	-0.0074	-0.0064	0.042
O	-0.0123	-0.0097	0.0338
O	-0.0031	0.0076	0.042
O	0.0017	-0.0073	0.0305
O	-0.01	-0.0083	-0.0386
O	-0.0519	0.025	0.0098
O	0.0007	-0.0009	-0.0411
O	0.0047	-0.0019	-0.0236
O	-0.0015	0.0026	-0.0392
O	0.0042	-0.005	-0.0354
O	-0.0056	-0.0029	-0.0265
O	-0.0038	0.0068	-0.0258
O	0.0041	0.0009	-0.0292
O	-0.0017	0.0033	-0.0443
O	-0.0099	-0.0101	-0.021
O	0.0204	-0.01	-0.0196
Si	0.0012	0.0155	-0.0225
Si	-0.0081	0.0043	0.0036
Si	-0.0029	-0.003	0.0051
Si	-0.0076	0.0004	-0.0068
Si	-0.0122	0.0082	0.0052
Si	0.0049	0.0052	-0.0093
Si	0.0023	0.004	0.0023
Si	0.0073	0.0065	-0.0217
Si	-0.0039	-0.0106	-0.0079
Si	0.003	-0.0033	-0.0142
Si	0.017	0.0036	0.0135
Si	-0.0107	-0.0139	0.0044
Si	-0.0038	0.0119	-0.0067
Si	0.0068	0.0053	0.0032
Si	0.0036	-0.0147	0.0043
Si	-0.0107	-0.0079	-0.0258
Si	-0.0117	0.0035	0.0143
Si	0.0006	0.0005	0.0025
Si	-0.0016	-0.0009	0.0006
Si	0.0016	0.0092	0.0084
Si	0.0006	-0.0077	0.0043
Si	-0.0116	-0.0015	0.0095
Si	-0.0035	-0.0006	0.0085
Si	-0.0026	0.0007	0.0031
Si	-0.0065	-0.0013	-0.0005
Si	0.0075	0.0075	-0.0111
Si	0.0144	-0.003	0.0233
Si	-0.0017	-0.0061	0.0017
Si	0.0036	-0.0029	0.0023
Si	-0.003	-0.0001	0.0171
Si	0.0049	0.0008	-0.0107
Si	0.0002	0.0014	0.0008
Si	-0.0092	-0.0042	0.023
Si	0.0177	0.0083	0.0057
Si	-0.0049	0.0007	-0.0141
Si	0.0045	0.0113	0.0065
Si	-0.0156	-0.0118	-0.022
Si	-0.0011	-0.0009	-0.0144
Si	0.004	0.0017	0.0175
Si	0.0006	0.0009	-0.0004
Si	-0.0013	-0.0041	0.0007
Si	0.0009	0.0022	0.0144
Si	-0.0044	-0.0037	-0.0043
Si	0.0052	-0.0071	0.0212
Si	0.0002	-0.0649	0.0078
Si	-0.0026	-0.0068	-0.0162
Si	-0.0057	-0.0029	0.0022
Si	0.0028	-0.0048	0.024
O	0.0055	-0.0017	-0.0112
O	0.0013	-0.0042	-0.0123
O	0.0323	0.01	-0.0017
O	-0.0053	0.0012	0.0024
O	-0.0034	0.0038	-0.0103
O	0.0021	0.003	0.0052
O	-0.0128	0.0127	0.009
O	0.002	-0.0019	-0.0026
O	0.0027	-0.0011	-0.0013
O	-0.0002	-0.0073	-0.043
O	-0.003	-0.003	-0.0024
O	0.0022	-0.0054	-0.0043
O	-0.0127	-0.0066	0.0139
O	-0.0022	0.0029	0.0008
O	0.0001	0.0002	-0.0058
O	0.0045	0.0022	-0.0019
O	-0.0072	0.0082	0.0028
O	-0.0008	-0.0005	-0.0019
O	-0.0006	-0.001	0.0026
O	-0.0054	-0.0028	0.0002
O	0.0016	-0.0028	-0.0057
O	-0.0089	-0.0075	0.0002
O	-0.0006	-0.0063	-0.0162
O	-0.0001	-0.0006	0.0024
O	-0.0062	-0.0016	0.0028
O	-0.0044	-0.0034	-0.0029
O	-0.0075	0.012	-0.0044
O	-0.0003	-0.0017	-0.0131
O	0.0031	0.0017	-0.0028
O	0.0122	0.0073	-0.0159
O	-0.001	-0.0019	-0.0087
O	-0.0044	-0.0035	0.0031
O	0.0075	0.0125	-0.0169
O	-0.0026	0.002	0.0022
O	0.0032	0.0047	-0.0026
O	0.0019	0.0006	-0.0009
O	-0.0056	0.0027	0.0008
O	0.0018	-0.0003	-0.0026
O	0.003	0.0002	0.0216
O	-0.0037	-0.0006	-0.0042
O	0.002	0.0033	-0.0019
O	0.004	0.0014	-0.0006
O	-0.0188	0.0021	-0.0216
O	-0.0014	0.0003	0.0011
O	-0.0008	0.0007	0.0005
O	0.0024	0.0031	0.0008
O	-0.0005	0.0038	-0.0053
O	-0.0024	0.0075	-0.0171
O	0.0024	-0.0017	-0.0017
O	-0.0089	0.0001	-0.0136
O	0.0093	-0.0041	-0.0013
O	0.0013	0	0.0008
O	-0.0089	0.0094	-0.0101
O	0.0006	-0.0025	0.0032
O	-0.0015	-0.0009	-0.0087
O	0.0069	-0.0118	0.0117
O	0.0006	0.0012	-0.0013
O	-0.0071	-0.0021	-0.0068
O	-0.0014	0.0008	-0.0011
O	-0.0025	-0.0022	0.0155
O	0.0587	0.0323	0.0026
O	0.0072	0.0069	-0.0091
O	0.0001	0.001	0.0028
O	0.0039	-0.0022	-0.006
O	0.0063	-0.0027	0.0109
O	0.004	-0.0031	0.0022
O	0.0078	0.0108	-0.0174
O	-0.0012	0.0014	0.0057
O	-0.0003	-0.0011	-0.0028
O	0.0004	0.0033	-0.0313
O	-0.0005	-0.0008	0.0005
O	0.0031	0.0078	-0.0105
O	0.009	-0.0017	-0.0098
O	0.0006	0.0014	-0.0077
O	0.0016	0.0008	-0.0041
O	-0.0008	-0.0005	-0.005
O	0.016	-0.0063	0.0073
O	0.0009	-0.0036	-0.0014
O	0.0012	-0.0041	0.0009
O	0	-0.0049	-0.0001
O	0.0006	0.0091	-0.0031
O	-0.0042	-0.0081	-0.0069
O	-0.0004	0.0007	-0.0018
O	-0.0011	0.0001	-0.0009

The program warned: the cutoff lies below the one the program advises for these potential files; the forces do not sum to zero within the program's tolerance; the exchange-correlation potential is rough where the density is thin.
